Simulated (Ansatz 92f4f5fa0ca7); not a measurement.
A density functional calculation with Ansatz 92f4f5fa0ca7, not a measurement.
Periodic cell of 252 atoms, Si132O88H32, with a vacuum gap, from a study of silicon, its oxide and their interface. The atomic structure is a simulated model.

Settings: functional r2SCAN; potential files Ansatz PAW; basis plane waves; wave-function cutoff 800 eV; density cutoff ratio 5; exchange-correlation grid ratio 1; k mesh 1 x 1 x 1, shifted by 0.5 0.5 0 of a step; self-consistency stop 1e-11 eV per atom in the density residual; occupations fixed; spin none; net charge 0; applied field sawtooth along c, amplitude -0.015 V/angstrom in the program's sign convention, ramp centred at 0.9888 of c and 0.0225 of c wide, no dipole correction.

Cell vectors (angstrom)
a 10.888 0 0
b 0 10.888 0
c 0 0 44.4871

Atoms and the computed forces on them: element, x, y, z (angstrom), force x, y, z (eV/angstrom)
Si 0.6314 -0.4246 30.8152 -0.0104 0.0152 -0.0166
Si 2.8946 2.7582 31.1498 0 0.0004 -0.0089
Si 1.0494 5.1499 30.5506 -0.0066 0.0067 -0.0191
Si 2.3759 8.6812 30.9005 0.0188 -0.0112 -0.006
Si 4.9673 0.4777 30.8645 -0.0027 -0.0072 -0.0131
Si 7.732 3.1471 30.5925 0.001 -0.0053 -0.0099
Si 5.5197 5.3598 30.8858 -0.0082 0.0001 -0.0048
Si 8.3706 8.1042 30.6488 0.0022 -0.0018 -0.0153
Si 1.3796 1.3372 32.2223 0.0115 0.0006 -0.0142
Si 4.2139 4.1536 32.4089 0.0014 -0.001 -0.0158
Si 1.5743 6.8277 32.1268 -0.0093 0.0073 -0.0168
Si 4.0061 9.6978 32.2092 -0.0082 0.0053 -0.0158
Si 6.7794 1.4484 31.9803 -0.0064 0.0072 -0.0081
Si 9.4006 3.985 32.0546 -0.0016 0.0073 -0.0165
Si 6.8475 6.9085 32.0478 0.0059 -0.0007 -0.0127
Si 9.689 9.5015 32.0066 0.003 -0.0071 -0.0104
Si -0.0941 2.6877 33.4679 0.0069 -0.0047 0.0184
Si 2.7042 0.0575 33.6662 0.0064 -0.0036 0.0102
Si 0.0389 8.0882 33.4507 0.0107 0.001 -0.001
Si 2.8096 5.5285 33.6264 0.0072 0.0013 0.0073
Si 5.571 2.7115 33.595 -0.0087 -0.0059 0.0079
Si 8.2104 0.0257 33.2965 0.0016 0.0073 0.0117
Si 5.4591 8.2536 33.4155 -0.014 -0.0118 0.0082
Si 8.1871 5.497 33.4307 -0.0034 -0.0031 -0.0044
Si 1.3236 4.1005 34.7982 0.0156 0.0055 0.0248
Si 4.1317 1.397 34.9288 0.0001 0.0087 0.0046
Si 1.3485 9.4815 34.8762 0.0083 -0.0011 0.0141
Si 4.168 6.8977 34.8967 0.0053 0.0084 0.0131
Si 6.894 4.1215 34.875 -0.0007 0.0082 0.0198
Si 9.4884 1.3272 34.8222 -0.0097 -0.0023 0.0213
Si 6.8435 9.5904 34.7511 -0.003 0.0025 0.0301
Si 9.5365 6.8053 34.8347 0.002 0.0013 0.013
Si -0.0327 -0.0247 36.1839 0.0261 0.0022 0.1746
Si 2.6966 2.7553 36.1872 0.0023 -0.0136 0.1651
Si -0.0053 5.4384 36.2031 -0.0159 0.0162 0.19
Si 2.7461 8.1844 36.2495 -0.0088 -0.0054 0.1855
Si 5.4829 -0.0065 36.2153 0.0047 0.0002 0.1935
Si 8.1985 2.719 36.2238 -0.0023 -0.0072 0.1856
Si 5.4869 5.467 36.2068 -0.0104 -0.0091 0.1622
Si 8.1638 8.1951 36.1445 -0.0082 -0.011 0.1779
Si 1.3477 1.3496 37.5273 -0.0164 0.0295 0.1728
Si 4.0664 4.1126 37.5283 -0.0085 0.0674 0.3018
Si 1.3637 6.7948 37.5622 0.0599 0.0213 0.2815
Si 4.1048 9.5398 37.5945 0.0026 -0.0116 0.3019
Si 6.81 1.3717 37.5727 0.0264 -0.011 0.3184
Si 9.5482 4.072 37.5849 0.0585 -0.0546 0.2937
Si 6.8294 6.8268 37.5466 -0.0027 -0.0014 0.2754
Si 9.5023 9.5265 37.5404 0.0033 -0.0103 0.3608
Si 0.004 2.6872 6.9421 -0.0653 0.01 -0.3083
Si 2.6991 0.0052 6.9358 -0.03 -0.0624 -0.2446
Si -0.0218 8.1711 6.9052 -0.0378 0.0584 -0.3404
Si 2.717 5.4294 6.9373 0.0249 -0.0515 -0.3449
Si 5.4016 2.7305 6.9061 0.0347 0.0437 -0.3133
Si 8.1494 -0.0246 6.9337 0.0215 -0.044 -0.3479
Si 5.4497 8.1403 6.9476 0.0011 -0.0038 -0.2966
Si 8.1587 5.4457 6.9324 -0.0824 0.0051 -0.2663
Si 1.3615 4.0554 8.2854 -0.0362 0.0416 -0.1785
Si 4.0561 1.37 8.2844 0.0335 -0.042 -0.1877
Si 1.3359 9.5051 8.2861 0.0177 0.0021 -0.1813
Si 4.078 6.7745 8.2974 -0.0112 0.0073 -0.1813
Si 6.7546 4.0844 8.2678 0.0287 -0.024 -0.1757
Si 9.5138 1.3164 8.2841 -0.0111 0.0235 -0.17
Si 6.7972 9.5021 8.3038 -0.0027 0.0042 -0.185
Si 9.5006 6.837 8.2727 -0.0195 0.0166 -0.189
Si -0.0441 -0.0574 9.6687 -0.0096 -0.0089 -0.018
Si 2.7028 2.7037 9.6754 -0.0118 -0.0088 -0.0204
Si -0.016 5.4654 9.5631 -0.0021 -0.0148 -0.0031
Si 2.7031 8.1286 9.6297 -0.0115 -0.0032 -0.0197
Si 5.4026 -0.033 9.6131 0.0014 0.0056 -0.0166
Si 8.0951 2.6697 9.574 -0.005 -0.0001 -0.0007
Si 5.4147 5.4211 9.69 0.0048 -0.0007 -0.0258
Si 8.137 8.1496 9.7005 0.0033 -0.0007 -0.0286
Si 1.3243 1.31 10.9863 -0.0046 0.0015 -0.0141
Si 4.0556 4.0545 11.0595 0.0028 0.0023 -0.0125
Si 1.3426 6.7602 10.9784 -0.0062 0.0029 -0.0043
Si 4.0571 9.4895 10.9765 -0.001 0.0018 -0.0038
Si 6.7566 1.2964 10.9732 0.0087 0.0004 -0.0019
Si 9.4443 4.1112 10.8022 -0.0006 -0.0017 -0.0048
Si 6.7547 6.7974 11.0665 0.0027 -0.0052 -0.0084
Si 9.4896 9.4919 11.0928 0.0002 0.0041 -0.0114
Si -1.6409 1.6968 13.4853 -0.0022 -0.0032 -0.0199
Si 2.6618 -0.0852 12.3435 0.0052 -0.0058 0.0179
Si -0.0156 8.0797 12.3928 0.0026 -0.0085 0.0102
Si 2.6701 5.4036 12.4083 -0.0115 0.0019 0.0095
Si 5.3816 2.6152 12.3639 0.0037 -0.0103 0.0144
Si 8.0788 -0.0378 12.4327 -0.0069 0.0073 0.0198
Si 5.3784 8.1567 12.4366 -0.0059 0.0046 0.0204
Si 8.1179 5.347 12.3035 0.0067 -0.0066 0.0119
Si 1.0403 4.1584 13.5749 -0.0062 0.0003 -0.0235
Si 4.2042 1.0378 13.6854 0.0042 -0.0015 -0.0279
Si 1.5569 9.2345 13.7112 -0.0024 -0.0032 -0.0307
Si 3.7711 7.0183 13.7368 0.0022 0.0063 -0.0212
Si 6.9629 3.7697 13.6278 0.0044 0.002 -0.0266
Si 10.7768 2.7625 12.1168 -0.0051 0.0104 0.0102
Si 6.4718 9.7445 13.8091 -0.0026 0.0054 -0.0333
Si 9.7603 6.3923 13.588 0.0022 -0.0026 -0.0302
Si 2.7307 2.7641 15.8035 0.0038 0.0012 -0.0425
Si 14.048 1.341 26.6849 0.0038 0.0037 -0.044
Si -6.7693 7.2583 28.7576 -0.0002 -0.0036 -0.0404
Si 9.0272 -4.2578 16.5439 -0.0006 0.0115 -0.0451
Si 9.4181 3.3902 28.0096 0.0059 -0.0019 -0.0481
Si 21.5316 10.9017 15.6381 0.0026 -0.001 -0.0462
Si 12.6913 -7.9886 22.2829 -0.0013 0.005 -0.036
Si 6.8331 16.237 18.0574 -0.0074 -0.0003 -0.053
Si 4.9689 -5.8787 15.7813 -0.0019 -0.0005 -0.0419
Si 6.176 3.3639 23.4096 0.0033 0.0034 -0.0422
Si 1.5262 -5.4365 20.4438 -0.0054 -0.0005 -0.0434
Si -8.7049 -2.6996 21.1476 -0.0061 -0.0058 -0.0288
Si 3.1749 10.9125 21.8459 0.0015 0.0013 -0.0335
Si -14.2304 -3.32 20.0786 -0.0051 0.0006 -0.0447
Si 11.5678 12.8847 17.8016 0.01 -0.0072 -0.0512
Si 14.5346 8.6513 23.6227 -0.0038 0.0036 -0.0398
Si -10.7618 -3.2166 26.0587 -0.0034 0.0015 -0.0438
Si 9.9304 1.2005 20.1965 0.0029 0.0037 -0.0483
Si 14.4032 3.7148 24.8237 -0.0007 -0.0055 -0.0486
Si 0.638 -9.6764 28.128 0.0059 0.0051 -0.0457
Si -2.8851 -1.4776 16.4842 -0.0001 -0.0025 -0.0552
Si -0.6969 6.3656 28.6509 -0.0011 0.0069 -0.0388
Si -11.3534 1.3254 23.1911 0.0045 0.0019 -0.043
Si 18.5157 10.508 19.2318 0.0014 -0.0091 -0.0461
Si -4.5929 -1.3919 28.7368 0.001 0.003 -0.0414
Si -2.6386 13.2623 25.2495 -0.0032 -0.0017 -0.0488
Si 6.1718 0.7953 21.5492 0.0061 -0.0007 -0.0422
Si 18.1296 5.6747 22.2915 0.0053 0.0025 -0.0378
Si -4.471 -1.3743 23.6717 0.0062 -0.0023 -0.0394
Si 0.8944 -0.1543 25.5284 0.001 -0.0026 -0.0446
Si 6.0796 -10.6136 26.2593 0.0005 0.0044 -0.0431
Si 13.8728 -4.2323 25.8623 0.0009 0.0019 -0.0438
Si -2.4548 3.9737 19.9846 0.0006 0.0021 -0.0426
Si -2.1041 -3.3767 23.8903 -0.0064 -0.003 -0.0462
Si 10.7231 15.7155 18.1111 0.0001 0.0017 -0.0433
Si 10.3268 7.401 21.2028 -0.0026 -0.0074 -0.0406
O -3.9701 7.0294 21.4735 -0.0028 -0.0075 0.0253
O -12.2188 -6.0744 19.2113 -0.0052 -0.0048 0.0163
O 0.6552 -1.7319 25.7249 -0.0009 -0.0018 0.0168
O -11.0288 -7.5321 17.4237 -0.0021 0.0052 0.0163
O 4.5718 27.8024 29.7199 0.0083 -0.0081 0.0223
O -1.9452 2.4813 20.2352 0.0012 -0.0044 0.0146
O 8.3538 13.6932 29.1054 -0.0116 -0.0016 0.0354
O 2.5812 3.4609 23.5572 0.0184 0.0045 0.0266
O 2.0742 3.9018 30.2612 0.0014 -0.001 0.0136
O 3.7682 -6.9198 15.9154 -0.0005 -0.0033 0.0088
O -1.5777 -0.8391 15.8214 -0.0076 -0.0042 0.0219
O 12.1118 -5.7916 18.8901 0.008 0.0044 0.0255
O 9.0425 3.0574 26.4718 0.0083 0.006 0.0368
O 3.9357 12.5811 30.4112 -0.0011 -0.0006 0.0106
O 13.8579 -2.714 29.4446 -0.0104 0.0069 0.0282
O -10.9167 -5.6022 14.0906 -0.0012 -0.0004 0.0151
O -1.3955 5.0087 28.1006 0.001 0.003 0.0157
O 10.2804 1.217 14.6427 0.0055 -0.0093 0.0238
O 3.4659 1.5372 15.0552 -0.009 0.0078 0.0178
O 11.8132 20.8493 15.0377 -0.0072 0.0065 0.0192
O 4.4446 6.371 15.0815 0.0046 -0.0087 0.016
O 0.4054 1.6465 19.3874 -0.0093 -0.0045 0.028
O 11.0803 16.8445 21.2466 -0.0016 0.0043 0.013
O 13.558 -2.7488 14.2333 0.0007 -0.005 0.0042
O 6.1989 4.4049 14.921 -0.0103 0.0073 0.0235
O 6.8427 -4.1979 18.9398 0.0046 0.0085 0.0269
O 28.6106 -11.2386 22.4882 -0.0015 -0.0098 0.0265
O 10.4476 6.0654 17.0958 0.0068 -0.0087 0.0226
O 16.3126 5.2638 17.3037 0.0107 0.0023 0.0259
O 19.9839 6.9435 14.9681 -0.0065 -0.0011 0.0372
O -14.2999 -18.3029 24.3575 0.0105 -0.0061 0.0251
O 8.1305 2.7223 14.1413 -0.0031 0.0013 0.0022
O 9.7651 7.3023 25.1281 0.0169 0.0019 0.0253
O 4.9436 13.9797 24.3997 -0.0072 -0.0008 0.0227
O 12.872 -6.8393 21.1395 0.0006 -0.0125 0.0161
O 6.3796 -8.6564 22.2689 -0.0014 0.0096 0.0225
O 15.4972 0.5406 21.3772 -0.0014 -0.0013 0.0118
O 7.3574 -0.5197 17.6318 0.001 0.0089 0.0357
O 17.6172 10.1451 27.3326 -0.0002 -0.0109 0.029
O 9.1984 10.8812 19.402 0.0033 0.0048 0.0214
O 13.1601 12.2746 21.8399 -0.0007 0.0023 0.0123
O -7.4085 8.01 25.0986 -0.0039 -0.0121 0.0291
O -0.7832 0.6822 21.7292 0.0045 0.0021 0.0341
O 18.0785 9.1137 19.9081 0.0007 -0.0022 0.0184
O 28.5635 0.7435 20.0472 -0.0082 0.0053 0.0291
O 5.7804 -0.5429 24.9051 -0.0014 0.01 0.0343
O 7.736 8.7166 24.1448 -0.0012 0.0021 0.0112
O -7.3285 -15.0877 27.3666 0.0096 0.0052 0.0373
O -3.9243 -1.723 15.2646 0.0098 -0.0025 0.0302
O 24.302 28.5385 20.3924 0.0031 0.008 0.0129
O 0.1859 0.6746 17.031 0.0026 0.0117 0.0299
O -1.7261 -3.4677 20.088 0.0056 0.0003 0.0235
O 0.0859 -10.26 26.7075 -0.0013 0.0062 0.0268
O -6.1775 0.922 26.8474 -0.0022 -0.0007 0.014
O 3.0303 -8.042 26.0946 -0.0031 -0.0125 0.0163
O -4.9438 4.8018 22.6889 -0.0037 -0.0077 0.0202
O 7.1104 14.957 19.0291 0.008 -0.0058 0.0216
O -10.1015 -4.946 29.1588 0.0081 -0.0063 0.0227
O 7.9918 -4.7571 23.6431 0.0046 0.0045 0.0221
O -16.3567 -2.7177 28.4785 -0.0012 -0.0011 0.0133
O 0.272 2.7236 22.8009 -0.0001 -0.0035 0.0169
O 1.5141 3.3075 14.8842 0.0084 -0.0056 0.0243
O -2.3882 8.0289 17.1845 -0.0024 -0.0012 0.0157
O -1.6141 7.0165 29.8227 -0.0111 0.0079 0.0248
O 0.2687 0.1726 29.3162 -0.0016 -0.014 0.034
O 12.2504 -4.2443 25.8548 -0.0023 0.0005 0.0127
O 5.2161 -2.3695 23.2088 -0.0019 0.0022 0.0199
O -1.716 1.5942 24.1715 -0.0094 0.0049 0.0265
O -1.1993 7.8396 22.6032 -0.007 0.0014 0.0303
O 11.4947 -2.4198 20.8898 0.0021 0.0006 0.0101
O -8.6916 -8.5994 17.2697 -0.0117 -0.0033 0.0226
O 10.8329 2.6587 28.3476 -0.001 0.0002 0.0158
O -7.357 -5.594 25.1695 -0.003 0.0086 0.0207
O 2.2634 1.3479 28.0489 -0.0086 -0.0007 0.0208
O 2.8087 9.6688 20.8248 0.0036 0.0037 0.0096
O 7.9625 5.4708 16.9011 -0.0058 -0.004 0.021
O -2.7014 4.7088 21.3979 -0.0077 0.0087 0.0269
O 27.1224 10.8706 14.1875 -0.0017 -0.0003 0.0184
O 0.4493 0.2885 24.0398 0.008 -0.0101 0.0294
O 10.4845 4.5724 30.9727 -0.0008 -0.0029 0.0151
O 10.4296 7.5254 27.5573 -0.0057 -0.0096 0.028
O -3.7155 -9.4946 25.9251 -0.0055 -0.0069 0.0178
O 2.6342 7.8179 22.6693 0.0089 0.0018 0.0205
O -7.6472 -0.6712 23.3263 0.0005 -0.005 0.0148
O -3.2853 9.0861 29.5888 0.009 -0.0076 0.0199
O 5.4341 10.6235 29.498 -0.0057 0.0104 0.0221
O 6.5691 4.2637 30.2492 0.0032 -0.0002 0.0103
O 2.4538 0.2375 25.7278 0.0032 0.0053 0.024
H 2.1716 0.53 38.4597 -0.2853 0.264 -0.3077
H 0.524 2.1696 38.4597 0.3039 -0.3374 -0.2724
H 4.8739 3.2767 38.4607 -0.2655 0.2462 -0.289
H 3.2346 4.9243 38.4607 0.4242 -0.2828 -0.2445
H 0.5392 7.6139 38.4947 0.2612 -0.2521 -0.2736
H 2.1818 5.9694 38.4947 -0.3817 0.3226 -0.2293
H 3.2676 10.3459 38.527 0.3858 -0.1798 -0.2419
H 4.9101 8.7018 38.527 -0.2999 0.3061 -0.2429
H 7.6146 0.533 38.5051 -0.2539 0.3842 -0.2236
H 5.9736 2.1786 38.5051 0.2661 -0.259 -0.2668
H 8.7218 4.8891 38.5174 0.2412 -0.285 -0.2711
H 10.3576 3.238 38.5174 -0.2577 0.3964 -0.2214
H 5.9877 7.6281 38.479 0.347 -0.2554 -0.2716
H 7.6354 5.9894 38.479 -0.1561 0.3818 -0.2739
H 8.6756 10.3434 38.4729 0.288 -0.3345 -0.2662
H 10.3267 8.7073 38.4729 -0.2877 0.243 -0.2711
H -0.8053 3.5213 6.0096 0.2258 -0.2825 0.282
H 0.8277 1.8673 6.0096 -0.3698 0.3456 0.2612
H 1.8752 0.8249 6.0033 0.3428 -0.3793 0.2515
H 3.5364 -0.8008 6.0033 -0.2628 0.2194 0.2863
H -0.8462 8.9904 5.9727 0.3791 -0.2808 0.2422
H 0.8027 7.3521 5.9727 -0.3001 0.2224 0.2842
H 3.5488 4.6177 6.0048 -0.3598 0.3504 0.2521
H 1.8989 6.2548 6.0048 0.2469 -0.2704 0.3055
H 6.238 1.9236 5.9736 -0.2538 0.2308 0.2882
H 4.5941 3.5664 5.9736 0.2864 -0.4183 0.2431
H 8.9761 -0.8415 6.0013 -0.372 0.2933 0.2527
H 7.3449 0.8141 6.0013 0.2106 -0.2777 0.3011
H 4.6444 8.9783 6.0151 0.2162 -0.273 0.286
H 6.2914 7.3389 6.0151 -0.3726 0.2932 0.2593
H 7.3528 6.2831 6 0.306 -0.3696 0.2316
H 8.9852 4.6286 6 -0.2561 0.2432 0.298

Results
free energy: -135126.764 eV
free energy less fixed offsets of H -15.71, O -570.45, Si -639.56 eV per atom: -2.524 eV

The program warned: the cutoff lies below the one the program advises for these potential files; the forces do not sum to zero within the program's tolerance; empty levels may hold ghost states of the PAW files; the exchange-correlation potential is rough where the density is thin.
